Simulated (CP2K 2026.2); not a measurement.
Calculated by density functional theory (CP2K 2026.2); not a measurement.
Periodic cell of 504 atoms, Si360O144, from a study of silicon, its oxide and their interface. The atomic structure is a simulated model.
Doubt: the forces sum to 3.14 eV/angstrom along one axis rather than to zero, so they err by at least 0.0062 eV/angstrom per atom on average; the grid cutoff is modest.

Settings: functional PBE; method Gaussian and plane waves; basis set DZVP-MOLOPT-SR-GTH; pseudopotentials GTH-PBE; grid cutoff 300 Ry, relative cutoff 40 Ry; k points Gamma only; occupations fixed; spin none; net charge 0.

Cell vectors (angstrom)
a	16.32	0	0
b	0	16.32	0
c	0.4251	3.5098	33.4599

Atoms and the computed forces on them: element, x, y, z (angstrom), force x, y, z (eV/angstrom)
Si	1.466	-1.486	-0.281	-0.158	0.18	0.693
Si	4.294	1.192	0.097	-0.239	0.118	0.762
Si	1.168	4.283	0.119	0.128	-0.134	0.771
Si	4.307	6.537	0.164	-0.065	0.144	0.675
Si	1.144	-6.631	-0.073	0.239	-0.16	0.722
Si	3.798	-3.613	-0.016	-0.057	-0.167	0.739
Si	6.523	-1.023	0.099	0.158	-0.103	0.736
Si	9.837	1.175	0.093	-0.246	0.136	0.774
Si	6.483	4.32	0.184	0.098	-0.051	0.724
Si	9.249	6.956	-0.058	0.113	-0.094	0.697
Si	7.16	9.303	0.018	-0.218	-0.005	0.693
Si	-6.671	-4.395	0.245	-0.014	0.217	0.719
Si	-4.354	-1.175	0.008	0.228	-0.202	0.713
Si	-1.432	1.591	0.413	-0.028	-0.221	0.749
Si	-3.663	3.733	0.282	-0.187	0.108	0.834
Si	-1.126	6.435	-0.078	-0.124	0.258	0.722
Si	-4.405	-6.578	0.04	0.21	-0.165	0.72
Si	-1.112	-4.433	-0.047	-0.144	0.169	0.813
Si	2.629	0.003	1.242	0.003	-0.024	-0.044
Si	5.39	2.731	1.476	-0.009	-0.009	-0.038
Si	2.718	5.422	1.452	0.008	0.006	-0.036
Si	5.511	8.181	1.309	0.011	0.015	-0.014
Si	2.713	-5.368	1.191	0.021	-0.024	-0.042
Si	5.373	-2.606	1.395	0.001	0.01	-0.056
Si	8.17	0.071	1.357	0.01	-0.005	-0.04
Si	-5.387	2.702	1.459	0.01	0	-0.09
Si	8.122	5.474	1.384	0.004	0.008	-0.076
Si	-5.483	8.092	1.304	-0.025	-0.007	-0.066
Si	8.151	-5.547	1.544	-0.015	-0.022	-0.042
Si	-5.467	-2.729	1.375	-0.001	-0.001	-0.04
Si	-2.723	-0.095	1.368	-0.015	0.027	-0.04
Si	0.061	2.836	1.623	0.02	0.023	-0.039
Si	-2.618	5.43	1.456	0.016	0.021	-0.094
Si	-0.024	8.109	1.227	-0.003	-0.005	-0.044
Si	-2.737	-5.484	1.302	0.011	0.011	-0.055
Si	0.001	-2.729	1.162	0.009	-0.018	-0.07
Si	1.402	1.334	2.76	0.015	0	0.017
Si	4.023	4.049	2.828	0.003	0.005	0.03
Si	1.347	6.848	2.706	-0.003	0.024	0.015
Si	4.091	9.584	2.584	-0.019	-0.015	0.009
Si	1.35	-4.061	2.616	-0.009	0.023	0.028
Si	4.001	-1.28	2.735	-0.017	0.007	0.034
Si	6.834	1.408	2.764	-0.003	0.001	0.029
Si	9.52	4.103	2.71	-0.013	-0.011	0.017
Si	6.796	6.831	2.771	0.005	-0.007	0.025
Si	9.555	-6.895	2.814	0.025	-0.028	0.037
Si	6.734	-4.064	2.696	-0.002	0.017	0.006
Si	-6.84	-1.36	2.719	-0.004	-0.005	0.013
Si	-4.053	1.295	2.786	0.028	-0.006	0.041
Si	-1.319	4.16	2.925	-0.035	-0.015	0.05
Si	-4.08	6.792	2.686	-0.001	0.003	0.014
Si	-1.386	-6.869	2.645	0.014	0.01	0.02
Si	-4.043	-4.078	2.694	-0.006	-0.006	0.003
Si	-1.332	-1.446	2.656	0.008	0.009	0
Si	-0.008	-0.042	4.046	-0.003	-0.004	-0.015
Si	2.715	2.677	4.172	0	0.002	0.005
Si	0.051	5.527	4.183	0.011	0	0.002
Si	2.739	8.225	4.004	0.009	0.003	0.003
Si	-0.014	-5.449	3.981	-0.002	-0.003	-0.023
Si	2.682	-2.718	4.051	0.012	-0.005	-0.018
Si	5.427	0.038	4.084	-0.02	0.005	-0.015
Si	8.182	2.758	4.112	-0.006	0.001	0.002
Si	5.426	5.45	4.106	0.008	0.016	-0.017
Si	8.161	-8.19	4.163	-0.005	0.004	0.004
Si	5.399	-5.428	4.051	0	-0.021	-0.003
Si	8.125	-2.73	4.061	0.011	0.026	0.015
Si	-5.457	-0.033	4.107	-0.004	0.005	-0.01
Si	-2.711	2.7	4.139	-0.003	-0.002	-0.018
Si	-5.432	5.442	4.072	0.008	0.002	-0.004
Si	-2.732	8.152	4.065	0.007	-0.003	0.001
Si	-5.403	-5.448	4.073	-0.003	-0.011	-0.012
Si	-2.69	-2.748	4.07	-0.019	-0.009	0.005
Si	1.339	-1.36	16.277	-0.005	0.006	-0.01
Si	4.117	1.399	16.35	0.018	0.011	-0.004
Si	1.365	4.072	16.368	-0.008	-0.004	-0.005
Si	4.076	6.776	16.329	-0.01	0.003	-0.007
Si	1.349	-6.814	16.3	-0.015	0.008	-0.011
Si	4.082	-4.074	16.279	0.001	0.003	-0.004
Si	6.792	-1.327	16.321	0.017	-0.008	-0.006
Si	-6.817	1.37	16.33	0.004	0.001	-0.003
Si	6.807	4.099	16.375	0.005	0.009	0.004
Si	-6.8	6.774	16.373	-0.014	0.002	0.002
Si	6.79	-6.823	16.28	-0.01	-0.001	-0.014
Si	-6.796	-4.071	16.277	-0.007	0.007	-0.015
Si	-4.062	-1.327	16.288	0.008	-0.004	-0.007
Si	-1.338	1.386	16.331	0.015	0.004	-0.004
Si	-4.091	4.082	16.354	0.009	-0.009	-0.003
Si	-1.36	6.786	16.325	-0.002	-0.001	-0.009
Si	-4.093	9.49	16.309	-0.005	-0.006	-0.012
Si	-1.354	-4.092	16.263	-0.013	-0.008	-0.016
Si	2.7	0.014	17.6	-0.006	-0.008	0.004
Si	5.467	2.76	17.775	-0.016	-0.009	-0.006
Si	2.746	5.413	17.73	-0.004	0.008	-0.011
Si	5.41	8.172	17.655	0.009	-0.002	0
Si	2.684	-5.402	17.62	0.007	0.003	-0.024
Si	5.442	-2.723	17.641	-0.002	0.018	0.014
Si	8.129	0.041	17.709	-0.01	-0.019	0.001
Si	-5.466	2.714	17.703	-0.016	0.015	0.016
Si	8.162	5.434	17.778	0.011	-0.003	0.028
Si	-5.423	8.13	17.721	0.025	0.009	-0.011
Si	8.192	-5.488	17.595	-0.007	0.009	-0.005
Si	-5.464	-2.658	17.607	-0.006	-0.003	0.012
Si	-2.682	0.009	17.665	-0.004	0.008	0
Si	-0.001	2.728	17.747	0.002	-0.013	0.013
Si	-2.734	5.459	17.706	0.003	-0.004	0
Si	0.039	-8.213	17.676	0.009	0.007	0.011
Si	-2.714	-5.452	17.603	0.003	0.001	0
Si	-0.013	-2.739	17.634	0.002	-0.003	0.02
Si	1.403	1.325	19.048	-0.012	-0.001	-0.026
Si	4.088	4.095	19.165	0.009	-0.009	-0.001
Si	1.412	6.77	19.097	-0.015	0.026	-0.012
Si	4.006	-6.772	18.955	-0.011	0.006	-0.029
Si	1.339	-4.07	19.018	0.012	-0.006	-0.009
Si	4.007	-1.367	18.94	0.001	-0.032	-0.048
Si	6.827	1.404	19.153	0.029	0.007	-0.001
Si	-6.798	4.022	19.158	-0.034	0.002	-0.028
Si	6.768	6.874	19.061	0.012	-0.007	-0.035
Si	-6.793	9.521	19.024	-0.016	0.004	-0.016
Si	6.855	-4.124	18.914	-0.019	-0.006	-0.032
Si	9.504	-1.327	19.024	0.002	-0.004	-0.028
Si	-4.065	1.35	19.005	0.015	-0.009	-0.018
Si	-1.372	4.14	19.083	0.019	-0.003	-0.015
Si	-4.087	6.769	19.13	-0.004	-0.006	0.004
Si	-1.363	-6.841	18.946	-0.009	0.004	-0.039
Si	-4.081	-4.031	18.88	0.03	-0.002	-0.052
Si	-1.33	-1.379	19.01	-0.021	0.015	-0.008
Si	0.081	-0.11	20.391	0.02	-0.007	0.032
Si	2.758	2.644	20.492	0.008	-0.015	0.069
Si	0.043	5.436	20.491	0.014	-0.022	0.029
Si	2.725	8.231	20.427	-0.013	-0.006	0.054
Si	-0.016	-5.486	20.296	-0.005	-0.01	0.06
Si	2.67	-2.686	20.378	0.002	0.012	0.055
Si	5.331	-0.001	20.291	-0.021	0.002	0.045
Si	8.201	2.675	20.654	0.03	0.022	0.043
Si	5.423	5.54	20.485	0.009	0.016	0.042
Si	8.146	8.243	20.427	-0.01	-0.008	0.047
Si	5.408	-5.415	20.215	0.013	0.007	0.033
Si	8.195	-2.806	20.309	0.035	-0.001	0.027
Si	-5.407	0.007	20.384	-0.016	-0.006	0.06
Si	-2.772	2.751	20.372	-0.016	-0.002	0.033
Si	-5.432	5.394	20.533	-0.014	-0.005	0.046
Si	-2.672	-8.159	20.396	0.03	0.012	0.05
Si	-5.407	-5.366	20.25	0.008	-0.001	0.054
Si	-2.762	-2.708	20.292	-0.022	-0.009	0.057
Si	1.616	-1.197	21.887	-0.208	-0.118	-0.716
Si	3.867	1.027	21.83	0.07	0.154	-0.748
Si	1.072	3.684	21.737	0.285	0.36	-0.714
Si	4.374	7.242	21.788	-0.186	-0.269	-0.701
Si	1.083	-6.981	21.73	0.199	0.113	-0.724
Si	4.288	-3.866	21.543	-0.158	-0.162	-0.729
Si	6.493	-1.652	21.38	0.098	0.038	-0.701
Si	-6.385	1.51	21.906	-0.274	-0.007	-0.705
Si	6.988	4.386	21.784	-0.033	-0.218	-0.728
Si	-7.097	6.587	21.701	0.066	0	-0.708
Si	6.577	-6.795	21.658	0.246	0.1	-0.669
Si	9.825	-3.874	21.681	-0.225	-0.084	-0.696
Si	-4.312	-1.611	21.686	0.175	0.12	-0.771
Si	-1.195	1.471	21.485	-0.176	-0.203	-0.771
Si	-4.231	3.84	21.899	0.121	0.174	-0.712
Si	-1.091	7.066	21.766	-0.103	-0.149	-0.75
Si	-3.81	-6.457	21.523	-0.035	-0.155	-0.755
Si	-1.59	-4.294	21.505	0.093	0.127	-0.757
Si	0.486	3.95	24.615	0.001	-0.069	-0.059
Si	-5.761	1.678	-5.382	-0.001	0.021	-0.075
Si	-6.553	7.398	-5.215	-0.09	-0.025	-0.147
Si	-2.307	1.566	-3.996	0.111	0.16	0.129
Si	2.597	2.564	-2.146	0.006	0.042	0.211
Si	-3.943	-4.465	26.227	0.001	-0.067	-0.112
Si	5.676	-1.535	-5.071	-0.052	-0.079	-0.045
Si	4.945	-1.938	26.029	-0.045	-0.041	-0.006
Si	-1.453	-7.616	25.581	-0.005	-0.019	0.038
Si	3.214	-7.786	-1.9	-0.097	-0.065	0.013
Si	-2.286	5.185	24.027	-0.039	0.006	-0.061
Si	2.97	-5.635	23.812	-0.054	-0.032	-0.185
Si	5.286	-5.515	-1.864	0.047	-0.015	0.089
Si	-2.421	-0.284	23.795	0.019	-0.139	-0.228
Si	3.85	7.94	24.561	-0.114	-0.013	-0.053
Si	-3.164	2.941	-6.498	0.039	-0.068	-0.053
Si	-3.664	-6.948	-2.984	-0.113	0.046	0.116
Si	0.83	-0.986	-6.417	-0.042	0.05	-0.082
Si	0.793	4.399	-7.034	-0.039	0.019	-0.078
Si	3.585	-0.122	-6.796	-0.069	-0.043	-0.041
Si	7.607	-1.357	-2.791	0.008	0.003	0.113
Si	-7.256	1.415	-2.833	-0.078	0.007	0.1
Si	8.109	1.908	-7.203	-0.048	-0.001	-0.093
Si	2.985	-7.845	-7.009	0.043	0.107	-0.095
Si	-3.135	-3.171	-6.745	-0.08	0.02	0.015
Si	-7.137	-3.885	-2.596	-0.008	0.099	0.054
Si	-4.412	-2.487	-2.826	-0.024	0.097	0.18
Si	1.333	1.699	-6.507	0.017	-0.082	0.046
Si	5.701	3.994	-6.844	0.104	0.081	0.032
Si	7.238	3.735	-2.71	0.014	-0.043	0.095
Si	-8.105	-6.683	26.123	0.022	-0.023	-0.01
Si	-6.553	5.456	-2.832	-0.019	-0.05	0.22
Si	-4.025	-7.084	24.389	-0.035	0.002	0.03
Si	4.703	-4.526	-4.697	-0.054	0.012	0.012
Si	-4.203	-0.702	-5.082	-0.021	-0.022	-0.044
Si	-5.362	-5.121	-6.976	-0.059	-0.083	-0.022
Si	-2.03	-4.271	-3	-0.041	-0.043	0.205
Si	-1.29	-8.076	-7.205	-0.055	0.03	-0.149
Si	0.2	0.65	-2.155	-0.064	-0.226	0.027
Si	-3.948	4.062	-2.734	0.063	-0.149	0.072
Si	-6.807	0.138	24.78	-0.044	-0.013	-0.188
Si	0.158	6.832	-5.055	-0.066	-0.027	-0.016
Si	7.172	-1.659	24.121	0.148	-0.054	-0.069
Si	-0.366	-3.58	-5.401	-0.045	0.04	0.106
Si	2.203	-5.201	-5.994	0.127	0.054	0.052
Si	7.852	2.305	25.879	-0.063	0.107	-0.052
Si	-6.423	7.519	24.558	0.078	-0.004	0.037
Si	4.395	4.215	-4.067	0.061	0.004	0.061
Si	-6.493	-6.187	-4.37	0.117	0.005	0.094
Si	7.857	-4.766	23.797	0.03	-0.063	-0.196
Si	5.551	2.676	24.005	-0.068	-0.04	-0.135
Si	3.09	7.075	-4.423	0.066	-0.021	-0.043
Si	-0.315	-2.615	23.896	0.088	0.048	-0.145
Si	-2.25	6.641	-3.069	0.012	0.071	0.289
Si	1.342	-1.377	5.437	0.006	0.009	-0.001
Si	4.103	1.359	5.502	0.02	-0.009	0.024
Si	1.369	4.087	5.488	-0.008	-0.007	0.014
Si	4.063	6.842	5.415	-0.017	-0.004	0.003
Si	1.36	9.551	5.384	0.001	0.004	0.001
Si	4.051	-4.071	5.417	-0.009	0.01	0.011
Si	6.776	-1.361	5.423	-0.01	-0.003	0.008
Si	9.524	1.361	5.453	0.012	0.005	0.013
Si	6.803	4.101	5.463	-0.006	-0.002	0.007
Si	-6.784	6.773	5.477	0	-0.005	0.018
Si	6.778	-6.779	5.432	-0.003	0.007	0.006
Si	-6.804	-4.088	5.407	0.003	-0.006	0
Si	-4.068	-1.388	5.432	0.011	0.01	0.014
Si	-1.341	1.326	5.446	0.002	0.002	0.013
Si	-4.092	4.074	5.454	0.008	-0.005	0.006
Si	-1.37	6.842	5.479	-0.006	0.006	0.022
Si	-4.06	-6.798	5.444	-0.007	-0.001	0.012
Si	-1.343	-4.115	5.415	0.002	-0.011	0.005
Si	2.713	-0.019	6.806	0.007	0.008	0.003
Si	5.458	2.734	6.833	-0.009	0.004	0.006
Si	2.737	5.463	6.808	0.005	-0.004	-0.002
Si	5.428	-8.144	6.795	0.005	0.008	-0.003
Si	2.704	-5.43	6.785	0	0.002	-0.006
Si	5.424	-2.723	6.785	-0.003	-0.001	0.003
Si	8.147	-0.004	6.79	-0.009	0.004	-0.007
Si	-5.443	2.717	6.82	-0.007	0.001	0.004
Si	-8.152	5.434	6.835	0.003	0.001	0.001
Si	-5.427	-8.158	6.804	0.002	0.002	0.001
Si	-8.166	-5.431	6.786	0.001	-0.004	0.004
Si	10.878	-2.738	6.786	0.003	-0.001	-0.008
Si	-2.719	-0.018	6.8	-0.005	-0.005	-0.001
Si	-0.002	2.709	6.813	-0.001	0.001	0.002
Si	-2.724	5.442	6.807	0.009	-0.001	-0.003
Si	0.012	8.204	6.796	-0.016	0.002	0
Si	-2.703	-5.446	6.803	0.006	-0.006	0.002
Si	-0.007	-2.74	6.795	-0.007	-0.006	-0.001
Si	1.365	1.355	8.166	-0.001	0.003	-0.004
Si	4.09	4.1	8.172	0.017	0.015	0
Si	1.358	6.815	8.153	-0.005	-0.003	-0.01
Si	4.067	-6.789	8.153	-0.007	-0.002	-0.006
Si	1.357	-4.081	8.163	0.001	-0.001	0.006
Si	4.076	-1.37	8.165	-0.003	-0.005	0
Si	6.81	1.356	8.173	-0.002	0.007	-0.001
Si	-6.799	4.07	8.187	-0.011	-0.004	0.001
Si	6.795	6.814	8.16	0	0	-0.002
Si	-6.805	-6.797	8.148	0	0.003	-0.003
Si	6.796	-4.073	8.149	0.001	0.004	-0.009
Si	9.519	-1.365	8.144	0.004	0.004	-0.009
Si	-4.073	1.353	8.161	0.007	0.002	0
Si	-1.365	4.075	8.163	-0.012	-0.015	0
Si	-4.077	6.802	8.17	-0.006	-0.001	-0.01
Si	-1.349	-6.788	8.176	0.012	0.014	0.004
Si	-4.08	-4.087	8.153	-0.001	-0.01	-0.002
Si	-1.363	-1.375	8.159	-0.001	-0.001	-0.003
Si	-0.002	-0.006	9.517	-0.003	-0.002	-0.007
Si	2.723	2.728	9.518	0	-0.005	-0.006
Si	0.002	5.442	9.512	-0.005	0.001	-0.003
Si	2.72	-8.156	9.52	0.003	0.005	-0.004
Si	0.004	-5.434	9.534	-0.005	0.005	0.001
Si	2.718	-2.724	9.525	0	-0.004	-0.004
Si	5.437	0	9.519	0	0	-0.006
Si	-8.157	2.712	9.539	0.003	-0.007	0.007
Si	5.448	5.452	9.531	0	-0.008	0.002
Si	-8.16	-8.153	9.519	0.002	0.006	0
Si	5.438	-5.436	9.511	0.004	0.002	0.003
Si	8.158	-2.717	9.513	-0.008	-0.002	0
Si	-5.444	-0.004	9.512	-0.004	0.005	0.002
Si	-2.721	2.718	9.526	-0.002	0.007	0.004
Si	-5.437	5.442	9.529	0.003	0.004	-0.001
Si	-2.711	-8.162	9.524	0.009	-0.005	-0.004
Si	-5.442	-5.444	9.512	0	-0.003	-0.001
Si	-2.727	-2.724	9.52	-0.003	0.006	-0.001
Si	1.361	-1.357	10.881	0.006	-0.001	0.001
Si	4.082	1.368	10.876	0.006	0.001	0.001
Si	1.361	4.085	10.88	-0.001	-0.001	-0.001
Si	4.08	-9.515	10.885	0.004	0.003	-0.002
Si	1.36	-6.805	10.885	-0.005	0.003	0
Si	4.083	-4.08	10.879	-0.006	0.006	-0.001
Si	6.803	-1.354	10.878	0.002	0.004	0.002
Si	-6.791	1.357	10.888	-0.004	0	0.003
Si	-9.518	4.081	10.886	0.004	0.003	0.001
Si	-6.803	-9.519	10.881	-0.004	-0.004	0.002
Si	-9.523	-6.796	10.877	-0.004	-0.001	-0.002
Si	9.517	-4.082	10.873	0.009	0.001	-0.001
Si	-4.087	-1.36	10.877	0.003	-0.001	-0.003
Si	-1.355	1.36	10.881	-0.001	-0.005	0.002
Si	-4.078	4.081	10.886	-0.004	-0.006	0.003
Si	-1.358	6.792	10.881	-0.009	0.004	0.002
Si	-4.083	-6.805	10.875	-0.006	0.006	-0.004
Si	-1.362	-4.075	10.881	0.003	-0.007	0.001
Si	2.721	0.012	12.235	-0.002	0.004	-0.004
Si	5.437	2.726	12.244	-0.002	-0.003	-0.004
Si	2.722	5.441	12.245	0.004	0.003	0.005
Si	5.448	-8.164	12.242	-0.001	0.005	0.002
Si	2.727	-5.448	12.233	0.004	-0.004	0.002
Si	5.438	-2.709	12.235	0.004	-0.005	-0.002
Si	8.161	0.007	12.244	0.007	0.005	0.003
Si	-5.44	2.728	12.248	0.004	0	0.003
Si	-8.156	5.436	12.244	-0.005	-0.004	0.003
Si	-5.439	-8.165	12.242	0.006	0.004	0.002
Si	-8.161	-5.441	12.24	-0.006	0.003	-0.001
Si	10.873	-2.72	12.237	-0.005	-0.002	0.002
Si	-2.729	0.009	12.233	-0.009	-0.006	0.003
Si	0.005	2.722	12.244	-0.004	-0.001	0.003
Si	-2.716	5.435	12.248	0.002	-0.003	-0.003
Si	0.002	8.146	12.24	-0.001	0.002	0
Si	-2.722	-5.444	12.228	0.003	0.004	-0.004
Si	-0.001	-2.715	12.237	-0.01	0.007	0.002
Si	1.375	1.373	13.608	0.007	-0.01	0.006
Si	4.083	4.085	13.611	0.003	-0.007	0.005
Si	1.356	6.788	13.61	-0.009	0.013	0.01
Si	4.08	-6.812	13.595	0.004	-0.002	0.001
Si	1.365	-4.085	13.582	0	-0.009	0.004
Si	4.084	-1.338	13.595	-0.005	0.004	0
Si	6.805	1.378	13.602	-0.004	0.005	-0.002
Si	-6.802	4.083	13.616	-0.005	0.003	0
Si	6.804	-9.533	13.604	0.009	-0.009	-0.005
Si	-6.807	-6.813	13.601	0	0.004	0.005
Si	6.798	-4.069	13.589	-0.008	0.01	0.001
Si	9.522	-1.352	13.6	0.001	-0.011	0.005
Si	-4.076	1.377	13.604	-0.003	0.007	0.003
Si	-1.357	4.075	13.611	-0.001	-0.003	0.005
Si	-4.083	6.789	13.607	0.002	0.004	0.005
Si	-1.369	9.507	13.582	-0.007	0.005	-0.004
Si	-4.081	-4.086	13.586	0.005	-0.003	-0.003
Si	-1.366	-1.347	13.584	-0.002	0.003	0.002
Si	-0.011	0.017	14.942	-0.015	0.002	-0.007
Si	2.732	2.733	14.986	-0.004	0.005	0.006
Si	0.006	5.42	14.981	-0.004	-0.004	0.003
Si	2.724	8.145	14.961	0.008	-0.005	0.006
Si	0.002	-5.459	14.923	-0.001	-0.003	-0.004
Si	2.719	-2.711	14.931	0.006	-0.001	-0.003
Si	5.442	0.03	14.96	0.007	0	0
Si	8.148	2.738	14.983	-0.001	-0.008	0
Si	5.45	5.433	14.977	0.001	0.007	-0.003
Si	8.171	-8.194	14.969	-0.015	-0.003	0
Si	5.441	-5.443	14.934	0.005	-0.001	-0.003
Si	8.148	-2.702	14.954	-0.007	0.001	-0.001
Si	-5.444	0.025	14.954	-0.003	0.002	-0.002
Si	-2.722	2.732	14.982	0.001	-0.004	0
Si	-5.442	5.437	14.983	0.003	-0.007	0.007
Si	-2.715	8.147	14.956	0.005	0.011	0.003
Si	-5.437	-5.45	14.943	0.005	0.001	0.006
Si	-2.723	-2.714	14.934	0.005	0.002	0.001
O	3.687	-4.513	22.91	-0.036	0.152	0.279
O	5.386	5.418	-0.366	-0.086	-0.146	-0.442
O	1.032	-1.942	23.243	0.061	0.183	0.336
O	-1.643	-3.622	-6.359	0.093	-0.346	-0.201
O	5.589	-8.018	22.126	0.166	-0.067	0.221
O	2.54	7.913	25.503	-0.05	0.061	-0.125
O	-5.438	-2.712	22.159	0.007	0.036	0.255
O	-1.768	6.388	23.079	-0.299	0.327	0.039
O	8.115	3.903	25.889	0.051	0.018	-0.007
O	-7.511	-7.727	25.048	-0.165	0.048	-0.299
O	-5.43	0	-0.331	-0.052	-0.062	-0.36
O	-7.108	1.481	25.63	0.432	0.423	0.503
O	-6.479	6.145	-1.352	0.425	-0.25	-0.055
O	-8.057	4.929	-3.076	-0.125	0.368	-0.23
O	-6.661	0.604	23.235	-0.402	-0.007	0.075
O	1.654	-6.219	23.066	-0.263	0.472	0.082
O	-3.518	4.447	23.253	-0.026	-0.228	0.089
O	-1.807	6.821	-1.51	-0.441	0.319	0.061
O	-5.542	-5.452	-0.3	0.101	-0.156	-0.013
O	-5.506	-0.597	25.369	0.622	0.023	-0.123
O	1.852	3.653	-1.213	0.165	0.328	-0.258
O	-2.088	2.263	-5.464	0.63	-0.207	-0.271
O	6.823	-1.728	-6.185	0.2	-0.429	0.095
O	-6.437	7.362	22.962	0.52	0.568	-0.066
O	-2.579	2.592	-0.15	-0.016	0.015	-0.518
O	7.812	2.34	-3.293	-0.255	-0.211	-0.377
O	-8.106	-8.162	-0.539	0.126	0.135	-0.507
O	0.209	-2.073	-5.43	-0.022	0.15	0.555
O	3.469	7.329	-5.976	0.297	-0.175	-0.069
O	7.13	3.586	-1.107	0.533	-0.178	-0.089
O	7.125	-1.618	-1.279	0.23	-0.212	-0.176
O	0.006	-8.118	22.237	0.047	0.197	0.085
O	-5.953	1.605	-3.774	0.517	-0.032	0.057
O	-0.968	6.396	-4.007	0.265	-0.584	0.192
O	3.547	7.151	-1.138	-0.468	-0.325	-0.089
O	1	3.173	-5.974	0.138	0.197	0.868
O	-7.354	-5.302	-3.332	-0.555	-0.344	-0.014
O	0.783	-0.839	-1.667	0.07	0.053	-0.495
O	-2.693	-5.373	22.04	-0.221	-0.247	0.232
O	0.587	5.696	-6.119	-0.217	0.119	-0.248
O	2.414	-1.241	-6.658	0.242	-0.61	-0.205
O	3.089	-4.807	-4.679	-0.256	-0.071	0.611
O	-5.551	-3.582	-2.575	0.172	-0.383	-0.112
O	-3.669	-0.993	23.048	-0.353	-0.163	0.396
O	0.001	-5.545	-0.511	-0.033	-0.062	-0.344
O	-5.322	2.692	22.355	-0.132	0.117	0.334
O	-3.914	-7.149	-1.397	0.094	-0.017	-0.01
O	3.531	-8.015	-3.463	0.202	0.398	-0.281
O	5.197	7.481	25.303	0.344	-0.435	-0.382
O	0.569	2.617	25.561	-0.019	-0.659	-0.203
O	2.083	-6.809	-6.149	-0.171	-0.223	0.562
O	4.653	-0.415	-5.627	-0.052	0.395	0.235
O	-5.22	0.24	-5.914	-0.275	-0.211	-0.632
O	3.766	1.861	-1.286	0.471	0	-0.511
O	-3.135	-3.206	-3.494	0.085	0.257	-0.738
O	8.111	5.496	22.256	-0.106	0.073	0.302
O	-0.099	7.813	25.466	-0.096	-0.118	-0.39
O	6.98	-5.82	22.919	-0.032	-0.098	0.348
O	4.671	3.316	25.195	-0.13	0.156	-0.106
O	-7.666	-0.139	-2.843	0.367	-0.103	-0.29
O	-0.994	-6.077	25.687	0.066	-0.033	-0.318
O	-1.063	4.149	24.215	-0.095	-0.265	-0.023
O	-0.083	2.558	21.937	-0.066	0.275	0.193
O	3.277	3.234	-3.438	-0.054	-0.003	-0.358
O	1.493	7.079	-4.202	-0.247	0.25	0.818
O	-3.18	2.67	-3.129	-0.222	-0.119	0.009
O	5.319	-5.198	-6.039	0.636	-0.011	0.041
O	-6.175	6.591	-3.891	0.269	0.075	-0.04
O	-8	-2.719	-3.307	-0.201	-0.073	-0.735
O	3.68	6.973	23.257	-0.603	-0.47	0.058
O	1.448	3.96	23.304	0.618	0.295	0.299
O	-6.895	1.864	-1.32	-0.249	0.388	0.07
O	-1.804	0.832	22.834	0.021	0.368	0.471
O	6.473	5.422	-6.714	-0.353	0.319	0.422
O	-7.561	-3.933	-1.04	-0.292	0.383	0.114
O	-0.71	-4.031	-3.894	0.72	-0.175	0.088
O	-7.28	-7.555	-4.734	-0.818	-0.096	0.008
O	5.426	0.105	-0.354	0.091	0.101	-0.547
O	6.781	2.787	-6.936	-0.017	-0.083	-0.085
O	-5.522	4.231	-3.13	-0.147	-0.431	-0.5
O	1.502	1.48	-2.622	0.166	-0.328	-0.319
O	-2.849	0.505	25.12	-0.266	0.501	-0.161
O	6.663	-6.102	-1.252	0.378	0.181	-0.311
O	-5.032	-6.55	-3.748	0.061	-0.047	0.289
O	4.192	-6.611	-1.427	-0.093	0.095	0.543
O	-4.98	8.09	25.05	0.197	-0.22	0.479
O	4.651	1.661	23.119	0.021	0.021	0.472
O	5.388	-2.729	21.959	-0.053	0.075	0.254
O	-1.746	-3.918	-1.452	-0.165	0.31	-0.165
O	-4.066	4.327	-1.151	-0.463	0.381	0.004
O	7.305	-3.259	23.956	-0.395	-0.181	0.279
O	-3.933	-1.787	-1.445	0.541	-0.015	-0.237
O	4.011	-6.838	24.079	0.724	0.364	-0.106
O	-4.558	-6.933	22.881	-0.48	-0.232	-0.017
O	-7.972	-0.972	24.963	0.006	-0.207	0.525
O	-4.077	-5.632	25.109	-0.051	0.24	-0.245
O	0.039	5.335	-0.425	0.025	-0.02	-0.414
O	-2.745	4.515	-6.657	-0.064	0.32	0.383
O	2.924	1.355	-6.607	0.278	0.616	0.119
O	-0.443	1.17	-0.787	0.022	0.161	0.058
O	6.344	-0.99	-3.715	-0.335	0.261	0.131
O	-2.715	5.74	25.491	-0.237	0.002	-0.039
O	5.751	-1.336	24.801	-0.229	0.511	-0.066
O	-6.379	-5.349	-5.748	-0.423	0.391	-0.098
O	3.499	-1.198	26.173	-0.179	0.461	-0.402
O	-6.844	6.063	25.11	0.203	-0.138	-0.536
O	-4.587	-3.039	25.783	-0.02	0.081	-0.592
O	5.418	-5.243	-3.441	0.094	-0.397	-0.188
O	4.762	-4.124	-1.232	0.474	0.347	-0.145
O	2.56	-4.984	25.236	-0.312	0.088	0.153
O	2.736	-0.068	22.34	-0.016	-0.058	0.199
O	-3.145	5.327	-3.321	0.108	0.081	-0.66
O	-5.012	-1.469	-3.915	-0.777	-0.096	0.046
O	-2.496	-7.625	24.342	0.13	0.179	-0.276
O	5.788	4.097	-3.277	-0.138	0.187	0.348
O	4.703	3.807	-5.593	-0.164	-0.349	-0.156
O	0.746	-4.573	-5.988	-0.155	-0.228	-0.186
O	0.67	0.465	-5.683	-0.516	0.223	0.716
O	-4.659	2.786	-5.85	-0.221	0.411	0.055
O	-2.566	-5.777	-3.188	0.144	-0.123	0.122
O	-3.143	0.222	-4.295	0.181	-0.36	0.433
O	-1.346	-1.417	24.184	0.136	-0.083	0.25
O	-7.032	-4.629	23.031	0.168	-0.522	0.43
O	-2.82	-7.642	-6.884	0.105	0.639	0.377
O	-5.171	7.783	-5.955	0.45	0.156	0.374
O	2.671	-2.571	-0.648	0.104	-0.161	-0.411
O	1.076	5.178	25.48	-0.217	0.656	-0.28
O	-0.391	8.128	-5.865	0.186	0.438	0.22
O	7.186	-0.948	22.678	0.117	0.242	0.069
O	1.723	-7.313	-1.458	-0.43	-0.159	-0.669
O	-3.053	7.974	-3.518	0.222	-0.047	-0.755
O	4.945	-2.933	-4.738	-0.549	-0.026	0.073
O	-7.502	6.494	-6.153	-0.127	0.029	0.352
O	6.819	1.924	24.678	0.193	-0.328	-0.161
O	-0.152	-3.498	25.25	0.538	-0.083	0.474
O	6.146	3.864	23.082	-0.062	0.222	0.028
O	-0.965	0.987	-3.259	0.176	0.133	-0.176
O	7.931	-5.326	25.303	-0.003	0.333	0.039
O	-7.256	1.937	-5.908	-0.111	0.052	0.352
O	-0.909	-3.634	22.81	0.17	-0.102	0.121
O	-3.508	-1.751	-6.082	0.113	0.292	-0.101
O	3.815	5.717	-3.973	0.181	0.13	0.098
O	4.685	-3.534	25.845	0.292	-0.52	-0.451
O	-4.079	-4.403	-6.304	0.262	0.023	0.201

Results
total energy: -101656.073 eV
total energy less fixed offsets of O -438.25, Si -107.07 eV per atom: -2.873 eV
